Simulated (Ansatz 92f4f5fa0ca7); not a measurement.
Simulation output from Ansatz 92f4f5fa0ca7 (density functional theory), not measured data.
Periodic cell of 130 atoms, Si86O44, from a study of silicon, its oxide and their interface. The atomic structure is a simulated model.

Settings
functional: r2SCAN
potential files: Ansatz norm-conserving
basis: plane waves
wave-function cutoff: 1300 eV
density cutoff ratio: 4
exchange-correlation grid ratio: 1
k mesh: 2 x 2 x 1, shifted by 0.5 0.5 0.5 of a step
self-consistency stop: 5e-08 eV per atom in the density residual
occupations: Fermi-Dirac, 0.05 eV
spin: none
net charge: 0

Cell vectors (angstrom)
a  10.88  0  0
b  0  10.88  0
c  0  0  18.7774

Atoms: element, x, y, z (angstrom)
Si  3.9922  -4.5432  -2.5606
Si  3.7434  -1.6577  -1.539
Si  -0.3966  4.3892  -2.0846
Si  3.8127  9.569  0.9918
Si  8.1897  -2.9105  -0.0652
Si  10.7369  0.2197  -0.187
Si  5.4263  5.09  -0.077
Si  10.3762  10.3075  -2.5
Si  2.9525  2.104  0.2103
Si  5.3709  2.6633  0.3392
Si  1.5397  7.5141  1.1874
Si  1.6031  7.4157  -1.1621
Si  9.3428  -1.1858  1.1924
Si  12.2068  1.1858  1.5107
Si  6.7018  6.6538  1.182
Si  12.3751  3.8879  -0.8562
Si  0  2.4474  2.9506
Si  2.7693  -0.1016  2.7094
Si  -0.0084  8.4642  2.581
Si  2.6509  5.1775  2.8713
Si  6.1203  2.0204  2.5567
Si  7.9517  0.0897  2.6882
Si  5.5626  8.1045  2.5773
Si  8.0888  5.6542  2.8462
Si  1.2999  3.9842  4.1875
Si  4.2286  1.3346  3.841
Si  1.3605  9.4986  4.2187
Si  4.0498  6.7333  3.8178
Si  6.7366  4.0066  3.9751
Si  9.3866  1.1283  4.1575
Si  6.9405  9.3909  4.082
Si  9.7749  6.8948  4.0719
Si  -0.0534  -0.038  5.7291
Si  2.916  2.6725  5.3858
Si  -0.0479  5.3518  5.5928
Si  2.7158  7.9306  5.3626
Si  5.4639  -0.0981  5.2992
Si  8.1749  2.7248  5.4393
Si  5.3619  5.529  5.4322
Si  8.2626  8.0723  5.4377
Si  1.3199  1.4796  6.8015
Si  3.9513  4.15  6.8427
Si  1.334  6.7126  6.8943
Si  4.126  9.3112  6.5442
Si  6.8355  1.2283  6.7905
Si  9.335  4.0768  6.9287
Si  6.7224  6.8719  6.7241
Si  9.2642  9.5077  6.9572
Si  -0.2405  2.745  8.2903
Si  2.9749  0.0702  7.5838
Si  0.094  8.3288  8.1092
Si  2.9778  5.6264  8.3961
Si  5.5675  2.8343  7.9577
Si  7.8844  -0.1011  8.4563
Si  5.492  8.46  8.1204
Si  7.6375  5.2601  8.3131
Si  -0.118  3.6547  12.0009
Si  1.8771  -1.2163  8.9568
Si  1.0949  7.1636  11.9165
Si  4.7013  6.8477  9.6178
Si  7.1594  6.0862  10.4453
Si  9.5271  1.1368  9.6557
Si  5.7766  10.6209  9.6389
Si  10.0287  6.922  10.645
Si  0.7221  0.5629  14.5201
Si  0.5158  4.339  9.8801
Si  -1.4332  1.9759  12.6304
Si  -5.7526  11.878  12.3338
Si  7.9239  -1.2706  16.1771
Si  5.6309  4.028  12.2849
Si  3.0382  8.1483  10.5806
Si  9.2017  7.8158  15.3544
Si  7.3596  3.5637  14.5383
Si  3.1623  5.0937  13.3598
Si  9.1608  12.7295  17.7094
Si  9.3862  -4.329  17.2261
Si  9.7902  3.5441  20.0788
Si  1.5958  9.2375  12.6584
Si  -6.7434  1.489  9.0617
Si  6.3765  1.8906  16.9364
Si  9.6658  5.4758  14.0684
Si  3.2745  4.4754  19.3446
Si  0.5832  11.0128  10.2676
Si  1.9589  3.0001  13.0904
Si  13.3999  1.808  10.952
Si  5.46  11.1822  15.4988
O  4.0918  -0.3068  -2.4954
O  10.1428  -10.0112  -5.1643
O  3.1573  -2.8529  1.3118
O  -0.5078  -5.2589  -9.1264
O  -10.7265  6.9121  -1.6237
O  -0.6072  8.2306  -9.0674
O  2.6191  6.1881  -1.6707
O  -7.8055  9.0436  -6.7597
O  7.4436  -1.9435  -1.1792
O  5.4006  -1.5648  1.3339
O  3.53  0.878  -6.8347
O  6.6531  10.1268  -3.3712
O  9.1555  4.9684  1.6996
O  -0.938  4.9245  -6.226
O  15.9414  5.3142  -1.7225
O  15.3067  7.8937  -2.348
O  2.1049  -2.0247  17.132
O  1.6101  1.8556  14.2688
O  8.751  2.7301  19.0529
O  -2.4215  6.8828  11.0801
O  2.1048  4.7162  9.4989
O  2.1121  -8.5187  17.6124
O  -3.9602  14.0437  16.0568
O  -4.1691  4.8906  11.4264
O  5.5986  2.4988  11.8203
O  16.8285  4.0516  13.85
O  12.3472  6.1042  20.817
O  -1.3739  -3.7828  13.9386
O  5.3151  11.6892  13.902
O  2.0021  16.9597  12.8089
O  8.1098  2.5269  13.5276
O  -0.41  -2.0569  15.6199
O  9.7244  2.9543  16.5302
O  6.4698  3.9989  8.6145
O  -3.0686  1.0687  17.221
O  -12.8705  12.3106  11.197
O  0.35  3.6068  19.1528
O  19.1363  4.9144  14.7096
O  11.4003  -0.8742  11.5591
O  5.9569  10.8489  11.3544
O  -9.268  -0.7699  13.9643
O  3.7927  5.7478  14.7243
O  -10.9745  4.9226  15.1035
O  15.2029  4.9597  12.1343

Results
free energy: -30533.954 eV
free energy less fixed offsets of O -463.61, Si -117.95 eV per atom: 8.586 eV
pressure: -0.83 GPa
stress xx, yy, zz, yz, xz, xy (GPa, positive in tension): 1.05, -0.68, 2.13, 0.88, -1.14, 0.08

Forces (eV/angstrom), in the order of the atoms: element, x, y, z
Si  1.079  -1.4377  1.7488
Si  -0.1465  0.986  -0.9713
Si  -0.4145  1.4476  -1.4949
Si  0.3745  -1.1493  -1.2126
Si  0.1215  0.2893  0.2993
Si  -0.7112  -0.5122  -0.846
Si  -0.7706  -0.7758  -0.8637
Si  -0.068  1.0176  0.623
Si  2.2718  -0.4241  1.1031
Si  0.0563  -0.186  -0.9789
Si  1.2555  -0.8433  -0.0549
Si  -1.4128  -1.9024  1.0271
Si  0.0487  0.0957  0.1708
Si  -0.2206  -0.2194  -0.0072
Si  0.1246  -0.0738  0.6612
Si  -1.2419  -0.1197  1.2382
Si  -0.2601  -0.2758  0.4358
Si  -0.5564  -0.2796  0.6567
Si  -0.8082  0.6528  0.7998
Si  -0.5137  0.7807  -2.7948
Si  0.1725  0.3538  -0.1194
Si  -0.5769  0.1281  -0.0381
Si  0.8923  0.6242  -0.3241
Si  0.7577  -0.7886  -1.0318
Si  -0.0313  -1.2958  0.9418
Si  0.3187  -0.3696  0.484
Si  -0.0182  0.3521  -0.063
Si  0.5715  0.2561  1.104
Si  0.6555  -0.1507  0.4056
Si  1.1046  0.5948  0.8962
Si  -0.8597  0.1803  -0.552
Si  -0.898  -0.0457  -0.1059
Si  -0.7029  -0.1185  -1.373
Si  -1.5682  0.3326  -0.3072
Si  0.1676  -0.0019  -0.3774
Si  -0.7184  0.0411  -0.3
Si  0.3883  -0.3131  0.0636
Si  -0.6875  -0.5527  -0.2665
Si  -0.6421  -0.8928  -0.9949
Si  0.2297  0.0951  0.0761
Si  0.0691  0.2672  -0.0876
Si  1.1466  0.0312  -0.6111
Si  0.6596  0.1176  0.5978
Si  0.2321  0.8176  -0.9013
Si  -0.2046  0.5497  -0.5912
Si  -0.2984  0.432  0.137
Si  0.703  0.1948  0.893
Si  0.875  -0.2069  0.4311
Si  0.755  -0.1151  0.1126
Si  0.1285  1.4677  0.1234
Si  -0.2432  0.9218  1.3226
Si  -0.6051  -0.4943  0.0495
Si  -0.6129  0.2903  -1.2875
Si  0.1857  0.7508  0.0651
Si  -0.0165  -0.2997  0.9036
Si  -0.8883  -1.3172  -1.0448
Si  2.9592  -0.5143  0.7517
Si  -0.3424  -1.5181  0.7846
Si  1.1795  -0.1171  -0.1629
Si  0.4876  0.3996  -0.0465
Si  -0.4231  -0.2488  -0.2587
Si  -0.81  -0.2011  0.3498
Si  0.6511  0.0454  1.0172
Si  0.8654  -0.252  -0.3275
Si  -2.1632  -1.7171  -0.8965
Si  0.5212  -0.3334  -1.5873
Si  -1.6006  -1.0182  0.8715
Si  -0.9314  -0.1984  -2.0367
Si  1.8417  -0.9486  0.3294
Si  0.5854  0.9428  -0.6829
Si  -2.1361  0.4597  0.3754
Si  -0.967  1.8567  0.0762
Si  -0.3175  0.9205  0.1673
Si  -0.0819  -0.3602  -0.8593
Si  1.3588  0.6154  0.7048
Si  1.3316  -1.5852  0.6639
Si  1.1848  -0.0937  -1.5803
Si  -1.7774  0.1881  -2.3531
Si  -0.3577  -0.8521  0.6079
Si  -0.053  0.4594  0.3861
Si  -0.901  -0.7775  -0.1853
Si  -0.0401  -0.1178  1.9768
Si  1.9103  0.0443  0.7375
Si  -1.1292  0.803  -0.79
Si  0.4093  -1.0231  0.5727
Si  -1.9005  0.6756  -0.5019
O  0.8998  -0.9613  -0.3358
O  1.2927  -0.077  0.0413
O  -0.8918  0.6916  -0.1606
O  -0.0015  0.1802  0.3275
O  0.683  0.2805  0.5657
O  -0.0073  -0.8051  -1.5077
O  -0.2815  1.3595  -0.8196
O  1.7536  0.396  -0.2574
O  -0.6012  0.4843  -0.1236
O  -0.7859  -0.3354  1.1758
O  0.717  -0.2999  0.5174
O  -0.8147  -0.0572  -0.6194
O  -0.0603  -0.2953  0.0255
O  -1.0437  1.9984  1.6588
O  -0.1732  1.3593  -0.5921
O  0.0097  0.6697  0.2258
O  1.1542  0.6931  -0.6315
O  1.2381  1.2299  -0.1839
O  0.1041  0.5144  0.1894
O  -0.9816  -0.0112  -0.069
O  -0.877  0.055  0.6203
O  -0.4134  0.7259  -1.9208
O  0.07  -0.2075  -0.5999
O  0.6698  -0.5818  0.4251
O  -0.3626  -0.4224  0.0793
O  1.0236  -0.5684  0.7149
O  0.2604  0.2565  -0.0388
O  0.2653  -1.0821  -0.4674
O  -0.1831  -0.487  1.845
O  -0.4058  -0.3264  0.1103
O  0.6233  -0.1527  -0.0008
O  1.5517  -0.5241  -0.4703
O  -0.7088  -1.739  1.1164
O  1.5935  1.2114  0.3007
O  -0.3085  0.4921  0.3278
O  -0.3015  -0.222  -0.4939
O  -1.2243  0.8287  0.0523
O  0.3457  -0.1331  -0.8186
O  0.6951  -0.2089  1.7902
O  -0.234  -0.5575  -0.8281
O  -0.6633  1.8915  1.4581
O  0.0008  0.3519  0.1367
O  0.0687  -0.1729  0.1532
O  -1.6982  0.1202  1.1998
